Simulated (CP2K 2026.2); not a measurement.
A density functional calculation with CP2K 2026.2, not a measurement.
Periodic cell of 565 atoms, Si324O219N22, from a study of silicon, its oxide and their interface. The atomic structure is a simulated model.
Doubt: the forces sum to 2.21 eV/angstrom along one axis rather than to zero, so they err by at least 0.0039 eV/angstrom per atom on average; the grid cutoff is modest.

Settings: functional PBE; method Gaussian and plane waves; basis set DZVP-MOLOPT-SR-GTH; pseudopotentials GTH-PBE; grid cutoff 350 Ry, relative cutoff 50 Ry; k points Gamma only; occupations fixed; spin none; net charge 0.

Cell vectors (angstrom)
a	16.3356	0	0
b	0	16.3356	0
c	3.4411	-2.0098	34.1125

Atoms: element, x, y, z (angstrom)
Si	5.093	12.669	34.078
Si	7.836	-0.895	34.019
Si	0.986	4.38	0.404
Si	4.222	6.653	0.126
Si	1.087	9.771	0.21
Si	7.388	10.498	33.913
Si	10.392	13.507	33.797
Si	10.163	0.798	0.158
Si	9.974	2.496	33.893
Si	12.718	5.023	33.979
Si	10.486	7.268	33.928
Si	9.98	12.362	0.045
Si	12.284	15.131	0.738
Si	14.762	1.679	0.133
Si	12.675	3.957	0.022
Si	15.267	6.678	0.356
Si	11.952	9.943	0.203
Si	15.189	12.011	0.108
Si	2.786	-0.011	1.226
Si	5.505	2.792	1.143
Si	2.731	5.481	1.482
Si	5.513	8.21	1.312
Si	2.819	10.956	1.266
Si	5.644	13.72	0.961
Si	8.351	-0.001	1.411
Si	11.078	2.694	1.273
Si	8.152	5.481	1.219
Si	10.802	8.213	1.275
Si	8.224	11	1.061
Si	10.96	13.581	1.776
Si	13.692	0.278	1.706
Si	16.229	2.756	1.607
Si	13.664	5.455	1.513
Si	16.404	8.23	1.635
Si	13.627	10.931	1.496
Si	16.377	13.629	1.346
Si	1.412	1.321	2.681
Si	4.138	4.04	2.672
Si	1.461	6.86	2.894
Si	4.145	9.582	2.653
Si	1.417	12.261	2.698
Si	4.223	14.971	2.522
Si	6.884	1.446	2.592
Si	9.551	4.061	2.534
Si	6.826	6.807	2.682
Si	9.468	9.604	2.619
Si	6.84	12.305	2.482
Si	9.487	14.951	2.907
Si	12.246	1.53	2.969
Si	14.925	4.115	2.97
Si	12.188	6.86	2.674
Si	14.936	9.544	2.865
Si	12.355	12.216	2.975
Si	15.068	15.022	2.769
Si	16.425	-0.002	4.128
Si	2.765	2.696	4.032
Si	16.379	5.487	4.188
Si	2.833	8.251	4.136
Si	16.378	10.931	4.113
Si	2.827	13.642	3.983
Si	5.502	0.024	3.939
Si	8.212	2.765	4.009
Si	5.468	5.443	4.041
Si	8.155	8.219	4.032
Si	5.512	10.958	3.965
Si	8.101	13.542	4.095
Si	10.877	0.029	4.189
Si	13.593	2.804	4.341
Si	10.84	5.454	3.999
Si	13.545	8.156	4.12
Si	10.861	10.83	4.119
Si	13.703	13.676	4.182
Si	1.408	14.962	10.891
Si	4.049	1.331	10.864
Si	1.284	4.029	10.747
Si	4	6.785	10.775
Si	1.322	9.53	10.931
Si	4.043	12.223	10.94
Si	6.74	14.946	10.901
Si	9.419	1.311	10.779
Si	6.812	4.07	10.867
Si	9.566	6.796	10.909
Si	6.815	9.591	10.964
Si	9.471	12.192	10.996
Si	12.141	14.844	10.805
Si	14.952	1.326	10.835
Si	12.287	4.099	10.828
Si	14.969	6.874	10.889
Si	12.241	9.467	11.064
Si	15.047	12.225	10.942
Si	2.692	0.011	12.288
Si	5.41	2.707	12.166
Si	2.567	5.426	12.071
Si	5.352	8.156	12.091
Si	2.64	10.898	12.321
Si	5.398	13.566	12.291
Si	8.02	0.052	12.235
Si	10.862	2.659	12.006
Si	8.211	5.425	12.213
Si	10.892	7.99	12.45
Si	8.139	10.903	12.496
Si	10.845	13.548	12.334
Si	13.512	-0.114	12.037
Si	16.341	2.669	12.188
Si	13.636	5.485	12.212
Si	16.289	8.21	12.342
Si	13.696	10.867	12.322
Si	16.462	13.591	12.292
Si	17.633	1.318	13.666
Si	3.934	4.047	13.331
Si	17.575	6.693	13.564
Si	3.99	9.436	13.53
Si	1.412	12.261	13.849
Si	4.06	14.974	13.61
Si	6.631	1.412	13.685
Si	9.635	3.997	13.448
Si	6.708	6.78	13.395
Si	9.513	9.368	13.808
Si	6.655	12.331	13.856
Si	9.357	14.976	13.541
Si	12.116	1.214	13.332
Si	14.958	4.064	13.48
Si	12.34	6.575	13.847
Si	14.994	9.541	13.839
Si	12.327	12.209	13.669
Si	14.937	14.974	13.382
Si	15.782	0.299	14.774
Si	2.571	2.915	14.837
Si	16.498	5.063	14.954
Si	2.877	7.793	14.786
Si	16.06	11.228	15.207
Si	2.842	13.704	15.152
Si	5.476	-0.194	15.054
Si	8.343	2.607	14.758
Si	5.075	5.596	14.565
Si	7.635	8.307	14.888
Si	5.431	10.572	14.959
Si	7.823	14.061	15.086
Si	10.473	0.255	14.756
Si	13.548	2.554	14.52
Si	11.317	4.669	14.987
Si	13.517	8.206	15.168
Si	11.309	10.459	14.908
Si	13.885	13.553	14.889
Si	14.608	12.346	19.324
Si	6.789	7.051	17.608
Si	6.672	4.164	16.849
Si	7.505	13.762	20.673
Si	5.166	13.815	19.165
Si	4.213	10.466	22.386
Si	16.466	11.613	25.824
Si	2.662	14.167	20.562
Si	8.458	0.32	19.988
Si	12.788	8.888	23.047
Si	10.6	5.741	17.738
Si	17.273	1.85	18.173
Si	17.783	11.311	20.955
Si	14.876	6.353	25.654
Si	4.964	14.286	22.201
Si	10.058	0.5	17.58
Si	4.704	4.947	23.562
Si	15.27	6.665	17.457
Si	6.684	2.426	19.091
Si	2.798	0.921	20.086
Si	11.892	13.62	18.788
Si	1.824	7.441	17.553
Si	3.229	14.179	29.062
Si	14.5	9.313	26.729
Si	5.445	0.563	23.69
Si	16.541	9.47	28.742
Si	13.583	14.719	26.831
Si	12.211	2.528	17.158
Si	10.318	5.401	25.118
Si	17.335	6.638	32.36
Si	17.224	11.314	18.025
Si	7.236	12.893	23.442
Si	10.267	1.226	24.642
Si	3.432	1.089	17.129
Si	17.318	4.792	17.7
Si	9.256	11.582	21.828
Si	15.725	15.014	19.599
Si	16.496	4.496	27.401
Si	17.307	-0.854	17.063
Si	8.463	7.633	28.868
Si	3.186	1.899	25.459
Si	14.123	3.275	28.918
Si	5.588	12.42	27.879
Si	5.487	10.873	19.682
Si	9.72	12.248	16.957
Si	3.977	11.939	17.249
Si	12.689	1.097	26.221
Si	8.929	7.432	19.351
Si	5.217	7.537	21.831
Si	12.681	4.284	26.544
Si	7.977	-0.919	24.93
Si	9.954	8.779	21.823
Si	16.815	2.184	24.038
Si	18.628	8.156	30.407
Si	14.857	10.81	21.753
Si	11.522	1.529	28.741
Si	11.711	14.921	21.491
Si	13.074	5.088	18.857
Si	7.195	0.389	31.233
Si	7.6	4.437	23.925
Si	15.632	-0.082	22.362
Si	9.447	2.579	27.25
Si	8.385	8.413	31.796
Si	6.713	8.326	26.466
Si	4.848	2.529	21.635
Si	9.002	0.121	28.931
Si	9.053	4.436	19.969
Si	18.509	9.66	26.486
Si	14.348	0.978	18.455
Si	2.895	4.672	25.993
Si	12.804	5.759	23.874
Si	9.071	2.461	22.216
Si	19.399	13.977	32.083
Si	14.45	13.68	22.033
Si	8.364	13.901	27.473
Si	9.642	8.149	26.228
Si	18.233	0.56	27.897
Si	8.352	4.422	29.174
Si	17.198	11.876	32.596
Si	8.087	6.687	21.861
Si	13.14	1.208	21.284
Si	13.535	0.626	30.492
Si	15.527	5.02	23.044
Si	12.566	-0.555	16.874
Si	14.297	3.111	31.943
Si	9.559	2.194	30.957
Si	8.331	11.489	19.222
Si	9.987	13.829	23.479
Si	4.093	9.829	28.624
Si	12.394	-1.687	31.684
Si	4.055	7.455	26.677
Si	16.951	12.534	28.758
Si	11.056	13.204	26.193
Si	15.754	0.351	26.246
Si	17.973	5.425	29.98
Si	14.309	12.647	32.375
Si	19.284	2.77	29.899
Si	4.791	1.748	31.731
Si	5.485	4.117	30.25
Si	15.602	14.174	24.687
Si	15.641	5.162	20.134
Si	14.67	14.366	29.819
Si	11.848	10.189	25.746
Si	5.732	11.079	25.123
Si	4.353	8.009	19.006
Si	6.046	6.305	32.109
Si	7.093	-0.506	17.531
Si	13.356	4.049	21.414
Si	1.452	14.947	5.425
Si	4.122	1.327	5.365
Si	1.418	4.062	5.443
Si	4.15	6.82	5.451
Si	1.399	9.568	5.467
Si	4.138	12.271	5.374
Si	6.771	14.976	5.388
Si	9.49	1.397	5.471
Si	6.841	4.104	5.4
Si	9.51	6.835	5.393
Si	6.811	9.574	5.405
Si	9.503	12.211	5.456
Si	12.268	14.985	5.512
Si	15.015	1.342	5.508
Si	12.163	4.182	5.523
Si	14.954	6.837	5.473
Si	12.208	9.496	5.494
Si	15.031	12.274	5.505
Si	2.772	-0.014	6.772
Si	5.46	2.707	6.724
Si	2.754	5.459	6.792
Si	5.482	8.199	6.812
Si	2.777	10.932	6.789
Si	5.451	13.618	6.782
Si	8.124	-0.02	6.777
Si	10.847	2.745	6.84
Si	8.163	5.486	6.786
Si	10.854	8.149	6.836
Si	8.157	10.88	6.844
Si	10.884	13.563	6.819
Si	13.633	-0.009	6.867
Si	16.381	2.724	6.819
Si	13.579	5.505	6.835
Si	16.322	8.21	6.802
Si	13.602	10.886	6.802
Si	16.407	13.617	6.833
Si	1.387	1.319	8.141
Si	4.114	4.062	8.116
Si	1.341	6.82	8.128
Si	4.098	9.552	8.169
Si	1.406	12.245	8.189
Si	4.086	14.946	8.144
Si	6.755	1.336	8.132
Si	9.493	4.113	8.166
Si	6.83	6.842	8.197
Si	9.52	9.519	8.215
Si	6.79	12.262	8.183
Si	9.475	14.921	8.129
Si	12.224	1.357	8.18
Si	14.959	4.1	8.116
Si	12.237	6.843	8.207
Si	14.954	9.548	8.184
Si	12.233	12.18	8.214
Si	14.991	14.932	8.196
Si	16.358	-0.034	9.527
Si	2.735	2.7	9.468
Si	16.285	5.476	9.483
Si	2.673	8.204	9.489
Si	16.347	10.885	9.527
Si	2.756	13.605	9.541
Si	5.406	-0.036	9.512
Si	8.109	2.719	9.456
Si	5.444	5.432	9.495
Si	8.178	8.197	9.609
Si	5.442	10.906	9.565
Si	8.153	13.587	9.579
Si	10.82	-0.061	9.473
Si	13.631	2.727	9.481
Si	10.887	5.449	9.518
Si	13.577	8.212	9.57
Si	10.875	10.832	9.647
Si	13.627	13.53	9.544
O	15.982	-0.489	16.205
O	16.562	7.606	17.893
O	4.059	6.726	15.155
O	5.548	7.255	26.04
O	3.413	2.421	16.171
O	13.837	1.474	19.874
O	10.94	13.878	24.747
O	1.83	14.469	16.175
O	8.745	13.257	16.178
O	9.369	1.406	15.197
O	2.2	8.256	16.205
O	15.514	3.294	27.978
O	4.605	10.716	16.382
O	7.578	7.429	16.255
O	12.361	9.342	15.549
O	14.956	12.442	15.513
O	7.157	12.941	28.075
O	16.069	5.694	21.636
O	4.6	10.899	23.933
O	18.026	5.513	33.266
O	12.987	7.351	23.535
O	12.987	14.319	22.253
O	9.072	-1.894	33.633
O	15.228	10.564	25.962
O	5.154	11.175	21.257
O	8.435	1.342	21.237
O	9.573	13.003	26.845
O	11.61	6.142	33.453
O	17.364	5.078	28.578
O	6.204	11.58	33.525
O	16.028	7.275	32.987
O	15.992	1.719	25.38
O	4.596	13.619	28.37
O	11.673	0.58	27.426
O	14.769	3.842	20.58
O	12.297	-0.489	30.552
O	3.485	8.938	33.905
O	18.419	7.796	31.975
O	17.186	0.803	33.619
O	5.595	4.713	15.814
O	4.877	1.387	33.284
N	6.79	15.316	15.828
O	13.335	14.651	15.995
O	3.584	14.184	19.216
O	4.689	9.569	19.216
O	9.651	7.773	32.602
O	3.311	1.755	31.107
O	17.807	10.726	25.498
O	15.622	2.846	32.847
N	11.01	-0.252	16.314
O	7.068	5.451	17.765
O	5.67	2.758	20.289
O	10.404	6.966	25.47
O	4.882	6.397	22.903
N	8.639	6.067	20.36
O	10.292	12.393	22.761
O	2.766	7.973	18.735
N	13.677	13.62	31.083
O	18.894	-1.126	33.002
O	17.563	10.612	19.475
O	15.721	6.07	24.277
N	16.029	5.332	16.623
O	5.802	1.715	22.638
O	13.306	11.434	32.895
O	18.943	-0.777	28.466
N	5.024	12.165	18.629
O	10.142	4.598	18.78
O	6.679	9.57	15.267
N	7.843	12.561	21.875
O	8.276	-1.158	20.634
O	2.174	5.849	17.404
O	8.78	3.593	33.687
O	16.236	3.58	23.42
O	12.603	2.662	21.728
O	4.293	3.513	29.312
O	14.676	-0.591	18.623
O	6.089	14.742	18.215
O	14.351	12.143	22.537
O	8.727	8.521	30.207
O	16.841	5.912	31.009
O	4.559	0.179	16.4
O	6.092	9.747	25.977
O	12.163	6.059	17.957
O	17.746	3.261	17.591
O	8.112	8.137	25.679
O	4.673	7.168	20.35
N	12.358	3.341	15.606
O	7.761	-0.258	29.889
O	17.899	12.943	20.594
O	18.401	2.311	24.355
O	14.588	3.679	30.435
O	17.957	10.454	32.767
O	16.771	10.998	29.239
O	10.432	14.989	22.46
O	17.768	4.043	15.168
O	7.956	3.402	19.376
O	5.256	10.997	28.719
O	11.988	0.114	21.08
O	16.07	-0.336	20.824
O	12.405	9.874	24.263
O	9.332	3.669	30.256
O	13.511	14.313	0.012
O	8.6	3.893	27.651
N	13.395	5.486	25.492
O	8.806	11.163	17.738
O	3.63	3.242	26.274
O	11.181	13.723	32.309
O	7.923	3.481	16.082
O	10.727	11.365	16.106
O	11.737	11.756	26.053
O	13.35	4.191	32.702
O	16.364	-0.942	25.446
O	8.092	1.714	31.459
O	16.694	0.93	23.012
O	7.989	3.006	23.298
O	3.427	3.534	33.901
O	4.446	3.909	22.354
O	3.51	14.481	30.624
O	15.71	11.913	31.941
O	2.382	-0.565	20.63
O	7.101	11.589	24.391
O	3.786	1.072	18.747
O	18.476	1.888	28.814
O	9.317	-0.039	24.901
O	7.072	7.491	31.793
O	9.901	0.363	19.217
O	6.043	4.483	24.421
O	12.505	4.98	20.39
O	11.813	0.807	24.886
O	7.125	8.136	28.051
O	5.743	13.499	23.37
O	16.661	10.626	16.637
O	7.978	9.812	32.531
O	6.849	3.94	29.452
O	3.365	5.034	24.478
O	3.482	13.753	21.901
N	13.154	1.052	17.256
O	4.343	13.274	32.764
O	16.479	10.87	21.818
O	14.108	14.348	28.309
O	9.824	7.106	18.054
N	15.446	14.671	23.049
O	7.236	-0.511	32.558
O	18.479	12.998	28.901
O	4.023	13.171	16.177
O	4.407	8.335	28.015
O	10.463	2.243	32.326
O	14.767	7.946	25.897
O	15.682	1.792	18.07
O	6.831	7.715	21.731
O	17.764	1.698	19.706
O	18.505	4.016	30.556
O	11.552	8.895	21.996
O	9.197	10.082	22.418
N	13.81	4.849	22.837
O	5.657	0.689	30.901
N	10.223	1.024	29.821
O	19.003	6.685	29.767
O	11.097	4.613	26.304
O	12.905	3.58	18.211
O	14.432	10.984	20.189
O	9.254	-1.382	28.364
N	5.825	14.067	20.735
O	8.439	6.043	29.248
O	5.412	5.655	30.765
O	7.851	13.044	19.262
N	14.603	5.905	18.912
O	17.35	9.013	27.403
O	10.841	2.83	28.07
O	8.779	4.926	24.937
O	17.125	8.558	29.916
O	14.447	9.143	33.732
O	10.414	5.243	16.23
O	6.751	-0.024	24.407
O	14.257	7.531	16.505
O	15.581	5.721	26.935
N	13.161	1.796	29.24
O	8.692	-0.368	17.241
O	6.883	5.208	32.932
N	7.159	0.773	18.856
O	15.91	12.252	18.35
O	7.491	7.895	18.795
O	13.023	2.701	26.181
O	8.672	1.208	27.742
O	3.509	1.697	21.298
O	11.256	5.247	23.782
O	14.724	1.518	15.084
O	9.756	2.372	25.678
O	16.07	13.564	29.655
O	18.18	12.926	31.875
O	9.586	11.397	20.253
O	14.817	-0.369	30.239
O	5.452	3.214	31.587
O	15.007	9.23	28.28
O	3.371	5.983	26.86
O	5.999	2.989	17.733
O	10.21	1.781	23.132
O	12.041	14.241	26.941
O	5.318	12.146	26.284
O	12.254	15.1	18.305
O	13.177	4.351	28.112
O	4.484	8.879	22.332
O	11.418	13.86	20.308
O	10.671	2.055	17.506
N	14.044	0.06	26.448
O	16.627	0.4	27.633
O	7.597	5.448	22.696
O	2.696	10.804	21.87
O	16.97	14.826	18.539
O	4.755	-0.573	22.787
O	16.986	4.923	19.298
O	7.077	10.578	19.627
O	16.345	12.728	24.663
N	14.614	13.787	33.685
O	17.635	4.301	26.227
O	9.614	8.589	20.242
O	5.213	7.409	17.756
N	14.978	13.671	20.37
O	3.039	8.443	25.828
N	8.354	14.059	23.963
O	18.902	0.819	26.462
O	4.84	6.921	32.963
O	14.207	0.691	22.38
O	14.261	13.896	25.593
O	9.308	7.495	22.575
O	2.384	11.817	17.598
O	13.184	12.641	18.595
O	9.675	7.887	27.826
O	9.621	3.687	21.306
O	12.908	9.557	26.791
O	12.861	-0.73	32.907
O	7.604	-1.488	26.392
O	3.092	10.496	27.53
O	10.627	13.081	17.978
O	13.682	1.601	31.785
O	3.338	9.363	30.019
O	10.382	9.535	25.912
O	16.561	12.497	27.186
O	4.451	1.189	24.78
N	1.763	0.64	17.244
O	14.146	9.487	22.361

Results
total energy: -136646.536 eV
total energy less fixed offsets of N -271.95, O -438.35, Si -107.03 eV per atom: 12.734 eV

Forces (eV/angstrom) on atoms 77 to 430 of the 565, counted in the order above; the others are left out for length: element, x, y, z
Si	-0.002	-0.023	-0.006
Si	-0.011	-0.001	-0.026
Si	-0.012	0.048	-0.01
Si	0.001	-0.006	0.023
Si	0.006	0.022	-0.015
Si	0.021	0.032	-0.013
Si	0.013	0.001	0.006
Si	0.005	-0.021	-0.015
Si	-0.012	-0.023	-0.018
Si	-0.001	-0.003	0.002
Si	-0.009	-0.015	0.016
Si	0.008	-0.009	0.006
Si	-0.021	0.004	0.008
Si	-0.012	-0.009	0.001
Si	0.009	0.032	-0.031
Si	0.04	-0.007	-0.008
Si	-0.033	0.03	-0.039
Si	-0.033	-0.009	-0.029
Si	0.004	0.03	-0.002
Si	0.028	-0.009	-0.017
Si	-0.039	0.003	-0.056
Si	0.009	0.008	-0.047
Si	-0.001	-0.024	-0.024
Si	0.057	-0.015	-0.017
Si	-0.016	0.018	0.005
Si	0.027	0.035	-0.003
Si	-0.011	-0.02	-0.067
Si	0.012	-0.032	-0.038
Si	-0.016	0.029	-0.015
Si	-0.011	0.001	-0.024
Si	-0.007	-0.01	-0.026
Si	0.034	-0.015	-0.018
Si	-0.031	0.007	0.123
Si	-0.033	-0.022	-0.016
Si	-0.008	-0.056	0.064
Si	-0.01	-0.016	-0.004
Si	-0.037	0.038	0.058
Si	-0.001	0.007	0.04
Si	-0.039	-0.039	0.047
Si	0.04	0.047	0.045
Si	0.006	0.014	0.041
Si	-0.024	-0.008	0.007
Si	-0.013	0.001	0.046
Si	-0.05	-0.053	0.063
Si	0.044	-0.051	0.04
Si	-0.034	0.03	0.02
Si	-0.012	0.02	0.004
Si	-0.009	0.023	0.062
Si	-0.009	0.002	0.018
Si	-0.009	-0.038	0.032
Si	0.343	-0.046	-0.54
Si	0.172	-0.352	-0.524
Si	-0.347	0.349	-0.464
Si	-0.179	0.195	-0.642
Si	0.184	-0.209	-0.532
Si	-0.047	-0.11	-0.681
Si	0.116	0.035	-0.571
Si	-0.281	0.148	-0.617
Si	0.166	-0.061	-0.741
Si	0.419	-0.127	-0.551
Si	-0.163	0.359	-0.498
Si	-0.215	0.077	-0.518
Si	0.4	-0.316	-0.422
Si	-0.176	0.112	-0.381
Si	0.177	0.056	-0.507
Si	0.133	-0.137	-0.556
Si	-0.118	-0.038	-0.68
Si	-0.188	-0.094	-0.56
Si	0.03	0.108	0.054
Si	-0.08	0.007	0.085
Si	0.082	0.07	0.176
Si	0.135	0.086	0.298
Si	0.017	-0.056	0.128
Si	0.006	0.101	0.043
Si	0.036	-0.116	0.083
Si	-0.095	-0.094	0.011
Si	-0.192	0.101	-0.324
Si	-0.001	-0.142	0.065
Si	-0.101	-0.041	0.131
Si	0.01	-0.225	0.081
Si	0.168	0.112	-0.053
Si	-0.204	-0.072	-0.02
Si	0.116	0.058	-0.196
Si	-0.08	0.007	0.125
Si	0.082	-0.12	0.08
Si	-0.071	-0.142	0.013
Si	0.149	-0.527	0.022
Si	0.159	-0.122	-0.122
Si	0.089	-0.178	0.141
Si	-0.079	-0.164	-0.026
Si	-0.067	0.065	-0.175
Si	0.172	-0.022	-0.049
Si	-0.042	-0.053	0.034
Si	-0.007	0.041	-0.139
Si	0.106	0.142	-0.158
Si	-0.19	-0.074	-0.068
Si	-0.078	-0.064	-0.144
Si	0.141	0.058	-0.037
Si	0.027	0.023	0.12
Si	0.054	-0.04	0.013
Si	-0.034	0.055	0.007
Si	-0.149	-0.021	0.198
Si	-0.134	0.076	-0.065
Si	-0.103	0.151	-0.032
Si	-0.068	-0.234	0.164
Si	-0.085	-0.306	-0.204
Si	0.083	0.137	0.123
Si	-0.115	-0.062	-0.14
Si	-0.037	0.062	-0.016
Si	-0.058	-0.178	-0.13
Si	0.063	-0.114	-0.006
Si	-0.093	0.236	0.039
Si	0.042	0.112	-0.047
Si	0.076	-0.104	0.318
Si	0.25	0.016	-0.022
Si	0.077	-0.174	0.14
Si	0	0.001	-0.014
Si	0.079	0.124	-0.161
Si	-0.045	-0.019	-0.104
Si	0.052	-0.127	0.09
Si	-0.079	0.1	0.028
Si	0.159	0.074	-0.161
Si	0.016	-0.101	0.036
Si	0.012	-0.032	0.257
Si	0.066	0.048	-0.115
Si	0.175	-0.018	0.104
Si	0.128	-0.015	0.036
Si	-0.021	-0.037	0.198
Si	0.055	-0.105	0.212
Si	-0.013	-0.164	-0.022
Si	0.081	0.014	0.057
Si	0.066	0.024	0.026
Si	0.011	-0.012	-0.055
Si	0.249	0.215	-0.074
Si	-0.16	0.08	0.22
Si	0.023	-0.092	-0.149
Si	-0.021	0.04	-0.001
Si	-0.048	0.069	0.034
Si	-0.024	-0.074	0.04
Si	0.009	0.034	-0.093
Si	-0.135	-0.042	0.003
Si	0.201	0.104	-0.136
Si	-0.054	-0.036	0.038
Si	-0.077	-0.019	0.032
Si	0.013	-0.043	0.073
Si	0.203	0.109	-0.062
Si	-0.035	-0.091	-0.123
Si	-0.011	-0.013	-0.064
Si	-0.089	-0.113	0.075
Si	0.051	0.036	-0.2
Si	-0.069	-0.122	0.049
Si	-0.007	0.146	-0.157
Si	-0.029	0.006	-0.103
Si	0.155	-0.091	-0.198
Si	-0.063	-0.104	0.029
Si	-0.238	-0.025	0.004
Si	0.026	-0.015	-0.01
Si	-0.162	-0.229	-0.252
Si	-0.096	0.028	-0.048
Si	-0.163	-0.017	-0.173
Si	-0.134	-0.041	0.061
Si	-0.161	0.065	-0.108
Si	0.152	0.119	-0.019
Si	-0.057	0.223	-0.107
Si	0.006	-0.1	-0.199
Si	-0.104	0.015	-0.021
Si	-0.13	0.054	-0.074
Si	0	0.18	-0.077
Si	-0.163	0.197	0.042
Si	-0.138	-0.096	0.175
Si	-0.003	-0.076	-0.028
Si	-0.026	-0.212	-0.111
Si	0.163	-0.115	0.03
Si	-0.019	-0.05	-0.057
Si	-0.165	0.464	0.073
Si	-0.041	0.065	0.113
Si	-0.004	-0.013	-0.008
Si	0.004	-0.013	-0.004
Si	0.012	-0.01	0.013
Si	-0.002	-0.018	0.005
Si	-0.022	-0.012	0.024
Si	-0.013	-0.024	0.01
Si	-0.005	0.012	-0.01
Si	0.01	0.008	0
Si	-0.013	-0.007	0.012
Si	-0.001	-0.002	-0.015
Si	-0.024	-0.001	0.014
Si	0.002	0.005	0.006
Si	-0.016	-0.022	0.004
Si	0.001	-0.001	-0.001
Si	0.003	0.003	0.011
Si	-0.034	0.006	0.008
Si	-0.009	-0.014	0.013
Si	-0.008	-0.013	0.022
Si	0	0.002	0
Si	-0.001	-0.002	0.004
Si	-0.001	0.019	0.01
Si	-0.002	0.007	0.005
Si	0.006	0.023	0.01
Si	0.001	0.024	-0.01
Si	0.002	-0.009	0.003
Si	0.003	0.023	-0.001
Si	-0.002	0.008	0.01
Si	0.041	-0.004	0.008
Si	0.025	-0.008	0.005
Si	0.012	0.004	0.02
Si	0.011	0.02	0.013
Si	-0.002	0.008	0.012
Si	-0.015	-0.005	0.001
Si	0.008	-0.023	0.009
Si	-0.013	-0.004	-0.002
Si	-0.006	0	0.003
Si	-0.005	0.005	-0.003
Si	0.009	-0.006	-0.015
Si	-0.02	-0.018	-0.002
Si	-0.009	-0.013	-0.01
Si	0.004	-0.004	-0.014
Si	-0.013	-0.012	-0.009
Si	-0.022	-0.015	-0.017
Si	0.025	-0.017	-0.016
Si	0.002	0.013	-0.007
Si	-0.011	-0.005	0.003
Si	0	0.014	-0.008
Si	0.014	0.026	-0.002
Si	-0.007	0.005	0.001
Si	-0.01	0.003	-0.007
Si	-0.01	-0.014	0.005
Si	-0.022	-0.004	-0.007
Si	0.01	-0.011	0.006
Si	-0.005	-0.005	0.007
Si	0.011	0.024	-0.008
Si	-0.009	-0.024	-0.018
Si	-0.012	0.017	-0.008
Si	-0.017	0.009	-0.022
Si	0.025	0.034	-0.007
Si	-0.009	-0.002	-0.012
Si	0.025	0.009	0.004
Si	-0.001	0.023	-0.028
Si	0.019	0.016	-0.014
Si	-0.001	-0.009	-0.017
Si	-0.005	-0.01	-0.014
Si	-0.011	-0.009	0.004
Si	0.001	-0.009	-0.016
Si	-0.016	0.014	0.007
Si	0.016	-0.005	-0.009
Si	0	0.019	0.013
Si	0.014	-0.023	-0.004
Si	0.008	-0.007	0.004
O	-0.297	-0.25	0.159
O	-0.168	0.55	0.487
O	0.191	0.087	0.471
O	0.074	-0.607	-0.503
O	0.386	0.458	0.084
O	-0.003	0.191	-0.078
O	0.215	0.135	-0.179
O	-0.217	-0.176	0.14
O	0.044	0.039	0.246
O	-0.133	-0.091	0.061
O	0.043	0.314	0.056
O	-0.086	-0.503	-0.141
O	0.12	-0.637	0.112
O	0.37	-0.17	-0.013
O	0.004	0.042	0.181
O	-0.158	0.038	0.387
O	0.214	-0.094	0.147
O	0.231	0.525	0.151
O	-0.176	0.254	0.181
O	-0.148	0.057	-0.133
O	0.395	0.186	0.065
O	-0.139	0.203	0.503
O	0.104	-0.024	-0.372
O	-0.349	-0.009	-0.355
O	0.159	0.305	0.017
O	-0.306	-0.081	0.14
O	0.003	-0.591	0.143
O	0.104	-0.14	-0.545
O	0.004	0.12	-0.119
O	-0.194	-0.167	-0.474
O	-0.442	-0.228	-0.222
O	-0.146	0.456	0.354
O	0.05	0.381	0.11
O	-0.161	-0.452	0.024
O	0.063	-0.607	-0.297
O	-0.447	-0.075	-0.477
O	0.136	0.065	-0.26
O	0.402	0.401	0.508
O	-0.125	0.17	-0.563
O	-0.281	-0.374	-0.034
O	0.318	-0.703	-0.069
N	-0.075	-0.172	-0.128
O	0.158	-0.071	-0.019
O	-0.238	0.158	-0.656
O	-0.36	0.215	-0.259
O	0.28	0.102	-0.467
O	-0.452	-0.597	0.43
O	0.189	0.363	-0.5
O	0.455	0.153	-0.265
N	-0.18	-0.153	-0.221
O	0.214	-0.204	0.155
O	-0.061	0.267	-0.017
O	0.322	0.234	-0.016
O	-0.243	0.177	0.318
N	-0.022	-0.054	-0.005
O	0.51	-0.355	0.275
O	-0.401	0.451	0.547
N	-0.052	-0.057	-0.23
O	0.195	0.356	-0.129
O	-0.091	-0.654	-0.115
O	0.415	0.164	0.07
N	-0.095	-0.262	0.071
O	0.434	0.199	-0.026
O	-0.544	-0.133	-0.136
O	0.185	0.06	0.205
N	0.05	0.031	-0.155
O	0.239	-0.397	-0.361
O	0.002	0.149	0.183
N	-0.254	-0.087	-0.167
O	0.367	0.079	0.333
O	0.668	0.02	-0.308
O	-0.216	0.073	-0.237
O	0.01	-0.105	0.092
O	-0.621	-0.048	0.459
O	0.215	0.186	-0.509
O	-0.331	-0.257	-0.465
O	-0.048	0.095	-0.091
O	-0.275	-0.183	0.29
O	0.501	0.367	-0.244
O	-0.823	-0.119	0.125
O	0.081	-0.254	0.054
O	-0.022	0.085	0.25
O	0.369	0.612	-0.197
O	0.496	-0.033	-0.427
O	-0.001	-0.213	-0.615
O	0.007	-0.604	-0.084
N	0.157	0.006	-0.009
O	-0.217	-0.339	-0.183
O	-0.274	0.08	-0.176
O	0.085	0.167	-0.255
O	0.144	0.224	0.076
O	-0.083	-0.224	-0.612
O	-0.03	0.053	0.588
O	-0.237	0.634	-0.176
O	0.138	0.108	0.378
O	0.159	-0.095	-0.247
O	0.428	-0.174	0.517
O	-0.244	0.234	-0.493
O	0.185	0.221	-0.228
O	0.073	0.464	-0.104
O	0.534	0.184	0.42
O	0.547	-0.355	0.311
O	-0.432	0.413	-0.574
N	-0.115	-0.026	0.105
O	-0.207	-0.588	-0.331
O	0.504	-0.159	0.36
